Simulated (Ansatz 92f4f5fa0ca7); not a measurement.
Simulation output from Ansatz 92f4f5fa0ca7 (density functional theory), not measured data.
Periodic cell of 220 atoms, Si132O88, from a study of silicon, its oxide and their interface. The atomic structure is a simulated model.
Doubt: the cutoff is far below the 930 eV that the study's wrapper takes by default for these files, so forces and energies are approximate.
This geometry differs little from another in the collection (a relaxation step or a small displacement).

Settings
functional: PBE
potential files: Ansatz PAW
basis: plane waves
wave-function cutoff: 580 eV
density cutoff ratio: 5
exchange-correlation grid ratio: 1
k mesh: 1 x 1 x 1, Gamma-centred
self-consistency stop: 5e-08 eV per atom in the density residual
occupations: fixed
spin: none
net charge: 0

Cell vectors (angstrom)
a	10.938	0	0
b	0	10.938	0
c	0	0	31.9312

Atoms and the computed forces on them: element, x, y, z (angstrom), force x, y, z (eV/angstrom)
Si	-0.09	0.2484	24.5862	0.0049	0.0135	-0.0176
Si	5.8604	-0.2908	24.2343	0.0003	-0.009	-0.0119
Si	2.5294	2.9584	24.6982	-0.0005	-0.0061	-0.0171
Si	8.5645	2.445	24.4336	0.0203	-0.0136	-0.0494
Si	0.3832	5.2428	24.5119	0.0064	-0.0105	-0.0262
Si	5.1969	5.9518	24.2741	0.0137	-0.0038	-0.0031
Si	2.8051	8.0676	24.4526	0.0139	-0.0132	-0.0032
Si	8.1393	8.4394	24.5564	0.0162	-0.0032	0.0017
Si	1.3737	1.4158	25.9752	-0.0005	-0.0036	-0.0223
Si	6.8682	1.3537	25.669	-0.0022	0.0078	-0.0127
Si	4.2131	4.2168	25.7039	0	0.0103	-0.031
Si	9.6009	4.1319	25.7267	-0.0005	0.0043	-0.0258
Si	1.4167	6.8363	25.88	-0.0024	-0.002	-0.0163
Si	6.837	6.8807	25.7337	-0.0122	-0.0084	-0.0296
Si	4.1258	9.6515	25.6208	0.0029	-0.0025	-0.016
Si	9.6533	9.6111	25.8693	-0.0073	0.0034	-0.0208
Si	2.7841	-0.0179	27.1458	0.0018	-0.0106	0.0032
Si	8.1973	0.0182	27.1559	0.007	-0.0008	0.0036
Si	-0.0501	2.7837	27.209	-0.0059	-0.0028	0.0047
Si	5.4954	2.7391	27.0737	-0.0058	-0.0131	-0.0015
Si	2.7977	5.4525	27.1767	-0.0009	0.0048	0.0076
Si	8.1855	5.4707	27.0995	0.0039	0.0053	0.0067
Si	0.0137	8.1849	27.1872	0	-0.0017	0.0085
Si	5.4409	8.2426	27.1038	-0.0059	0.0065	-0.0119
Si	4.1018	1.3673	28.513	0.2611	0.1662	-0.2234
Si	9.5708	1.3673	28.513	-0.3136	0.1357	0.3476
Si	1.3673	4.1018	28.513	0.1443	0.1103	0.2413
Si	6.8362	4.1018	28.513	0.0956	-0.1702	-0.2967
Si	4.1018	6.8362	28.513	0.1828	0.281	0.1355
Si	9.5708	6.8362	28.513	-0.2435	-0.1721	-0.0387
Si	1.3673	9.5708	28.513	0.3229	-0.0891	0.0578
Si	6.8362	9.5708	28.513	-0.151	0.0242	-0.0872
Si	0	0	29.8802	0.0372	0.0443	-0.0476
Si	5.469	0	29.8802	0.0805	0.0653	0.0006
Si	2.7345	2.7345	29.8802	-0.0368	0.0071	-0.0469
Si	8.2035	2.7345	29.8802	0.0175	-0.0448	0.0373
Si	0	5.469	29.8802	0.0737	0.0391	0.0074
Si	5.469	5.469	29.8802	0.0514	0.0921	-0.0334
Si	2.7345	8.2035	29.8802	-0.0132	0.025	0.032
Si	8.2035	8.2035	29.8802	-0.0243	-0.0403	-0.0318
Si	1.3673	1.3673	31.2475	0.0562	0.0413	-0.0095
Si	6.8362	1.3673	31.2475	-0.0077	0.0238	-0.0083
Si	4.1018	4.1018	31.2475	-0.0734	-0.0626	-0.0166
Si	9.5708	4.1018	31.2475	0.0099	-0.0304	-0.0291
Si	1.3673	6.8362	31.2475	-0.048	0.0103	-0.0278
Si	6.8362	6.8362	31.2475	-0.0011	-0.0177	0.0071
Si	4.1018	9.5708	31.2475	-0.0052	0.0002	-0.0303
Si	9.5708	9.5708	31.2475	0.0082	-0.0082	-0.0187
Si	2.7345	0	0.6835	-0.0313	-0.0466	0.0403
Si	8.2035	0	0.6835	-0.0164	0.0305	0.0163
Si	0	2.7345	0.6835	-0.0416	-0.0199	0.0152
Si	5.469	2.7345	0.6835	0.0566	-0.0364	0.0021
Si	2.7345	5.469	0.6835	-0.0541	0.0741	0.016
Si	8.2035	5.469	0.6835	0.0405	-0.0126	0.0414
Si	0	8.2035	0.6835	0.0883	-0.0239	-0.0137
Si	5.469	8.2035	0.6835	-0.0289	0.0154	0.0143
Si	4.1018	1.3673	2.0507	-0.0646	0.1255	0.0828
Si	9.5708	1.3673	2.0507	0.09	0.0555	-0.0167
Si	1.3673	4.1018	2.0507	0.0836	-0.127	0.0084
Si	6.8362	4.1018	2.0507	-0.1711	-0.1626	0.0215
Si	4.1018	6.8362	2.0507	-0.0213	-0.0473	-0.0198
Si	9.5708	6.8362	2.0507	-0.005	0.0223	0.0298
Si	1.3673	9.5708	2.0507	-0.1362	-0.0518	0.0396
Si	6.8362	9.5708	2.0507	-0.0347	-0.0157	-0.036
Si	0	0	3.418	-0.0408	-0.1322	-0.1181
Si	5.469	0	3.418	0.185	-0.5953	0.485
Si	2.7345	2.7345	3.418	-0.1377	0.0684	-0.1286
Si	8.2035	2.7345	3.418	-0.0238	-0.2611	-0.3866
Si	0	5.469	3.418	-0.0034	0.2603	0.3789
Si	5.469	5.469	3.418	-0.2368	0.1369	-0.4605
Si	2.7345	8.2035	3.418	0.2114	0.1035	0.1929
Si	8.2035	8.2035	3.418	0.0516	0.2965	0.1624
Si	1.4236	1.286	4.7487	0.0369	0.0268	-0.0464
Si	6.9496	1.2631	4.7827	0.0331	-0.0141	0.007
Si	4.0721	4.1494	4.7536	0.0307	-0.0152	-0.0163
Si	9.4864	4.1213	4.7553	0.0047	-0.0137	-0.0172
Si	1.3455	6.907	4.8284	-0.0928	0.0532	-0.0297
Si	6.7863	6.8467	4.7445	-0.01	-0.0125	-0.0187
Si	4.081	9.533	4.8825	0.0023	0.0379	-0.0546
Si	9.554	9.5962	4.8294	0.0316	-0.1057	0.0042
Si	2.572	-0.1964	6.2406	0.0199	0.0225	-0.0437
Si	8.1763	-0.1148	6.3649	-0.0233	0.0235	0.0294
Si	-0.191	2.5626	5.929	0.0096	0.0218	0.0057
Si	5.5059	2.6579	5.9215	-0.0458	0.0466	0.0629
Si	2.6035	5.4409	6.1842	-0.0265	-0.0436	0.05
Si	8.0511	5.4557	6.1109	-0.0099	0.0124	0.0534
Si	-0.0312	8.2516	6.2284	0.028	0.002	0.0069
Si	5.4216	7.9945	6.288	0.0045	0.0005	0.0337
Si	3.8517	1.6035	7.1623	0.0356	-0.0816	-0.1033
Si	9.8394	1.1512	7.5824	0.038	0.0253	0.0064
Si	1.3715	3.6709	7.1698	-0.0328	0.0211	-0.0069
Si	6.5502	4.1285	7.4031	0.1556	-0.0934	-0.1512
Si	4.1712	6.346	7.6993	-0.0998	0.132	-0.0664
Si	9.3141	6.9469	7.3659	0.0951	0.1549	0.239
Si	0.8509	9.6399	8.0011	-0.749	-0.2799	-0.5162
Si	7.0392	9.0897	7.6338	0.0935	-0.044	0.014
O	1.4372	4.0441	24.0524	0.0009	0.0047	0.0563
O	5.5274	11.0299	22.6582	-0.0048	-0.0036	0.0278
O	2.7325	2.788	7.0255	-0.0333	0.0257	0.0185
O	8.2198	7.9994	8.0701	-0.1476	-0.0906	-0.1811
O	5.1321	4.7662	8.3508	-0.0142	-0.0303	0.0957
O	0.2008	0.2332	8.0184	-0.1674	0.21	0.0261
O	3.9386	6.9699	24.0009	0.0123	-0.0037	0.0221
O	9.6915	1.2998	24.1013	-0.0195	0.0183	0.0424
O	2.3638	9.3621	8.629	0.1116	-0.1001	0.3337
O	0.9321	3.4662	8.7574	0.0305	-0.0066	-0.0252
O	9.4019	1.9865	8.9489	-0.0342	0.0248	0.0298
O	6.3471	9.5763	9.0464	-0.0114	0.0086	-0.0038
O	4.3879	2.0022	8.7283	-0.0041	0.0807	0.0611
O	3.6064	7.0445	9.0831	0.0829	-0.0724	-0.0669
O	7.3024	3.5039	8.7191	-0.0805	0.0505	-0.0269
O	10.0953	6.0444	8.523	-0.0517	-0.0653	-0.0276
O	3.1588	2.0129	23.4735	-0.0036	0.0086	0.0166
O	4.5837	1.9244	21.1	-0.0026	-0.0017	-0.0011
O	8.1131	2.857	22.9023	-0.0023	0.0007	0.0342
O	10.9127	6.0305	23.1144	-0.013	0.0043	0.0061
O	7.0091	9.4916	23.9919	-0.0205	0.008	0.0267
O	2.0188	8.4953	23.0561	0.0025	0.0042	0.0135
O	5.7637	5.8188	22.7109	0.0005	0.0068	0.0362
O	0.6074	10.702	23.187	0.001	-0.0026	0.0072
Si	2.9554	8.3936	9.8029	-0.0766	-0.0191	0.1457
Si	-1.0917	3.476	19.2046	0.0059	-0.0123	-0.0077
Si	3.1115	10.5116	19.7994	-0.0045	0.0056	-0.012
Si	1.8981	2.4569	19.5547	0.0015	0.0011	-0.0042
Si	6.6916	2.3088	14.4022	0.0092	-0.0044	-0.0037
Si	9.8354	-1.5025	13.3472	0.0004	-0.023	-0.1525
Si	2.2288	19.0405	15.5024	-0.0183	0.0067	-0.0197
Si	9.431	3.7072	14.0577	-0.0044	0.0106	-0.0015
Si	5.7188	9.6631	10.5482	0.0478	-0.0002	0.0086
Si	-4.0184	10.9701	16.6128	0.0111	-0.0004	-0.0067
Si	1.5942	3.9322	10.163	-0.0942	0.0164	0.0109
Si	2.7807	12.2248	15.0409	-0.0103	-0.0047	-0.0063
Si	11.3794	10.5176	15.5626	-0.0217	-0.0081	-0.0373
Si	0.094	-2.5556	10.7395	-0.085	0.259	-0.541
Si	4.516	3.4516	9.4695	-0.0668	-0.1376	0.0534
Si	-3.1054	12.0823	19.1486	0.0065	-0.0038	-0.0039
Si	1.9578	-5.6592	14.8992	-0.0132	0.0146	-0.0155
Si	4.4022	3.7005	16.0471	-0.0029	0.002	0.001
Si	3.8659	4.9247	18.7535	-0.0128	-0.0023	0.0041
Si	5.347	4.8107	21.4892	-0.0099	-0.0129	-0.0014
Si	13.1831	7.6677	18.4944	0.0012	0.0012	-0.0038
Si	8.4614	3.026	9.7725	0.0794	-0.0367	0.0193
Si	-2.7349	4.036	21.7903	-0.0019	0.0042	-0.0056
Si	10.6232	-2.9423	20.0515	0.0079	0.0029	-0.01
Si	9.0244	6.6871	14.3388	0.0253	0.0304	-0.0346
Si	3.4193	2.6205	21.9925	-0.0004	0.0112	-0.0104
Si	1.3014	9.6634	22.1668	-0.0065	0.0015	0.0037
Si	4.7103	9.7264	15.1058	0.0125	-0.0081	-0.0042
Si	-1.5305	-1.0498	17.9206	0.0016	0.0035	-0.0076
Si	5.5192	11.533	21.1109	0.0051	0.0014	-0.0123
Si	9.5272	6.5883	22.4573	0.0021	0.0019	0.0012
Si	10.2063	5.6677	10.1085	-0.028	0.1415	-0.0449
Si	-3.9459	8.656	13.1228	0.0489	0.0345	-0.0015
Si	1.2231	3.0154	12.9768	-0.0067	0.0096	-0.0082
Si	-0.7443	4.9759	16.5014	-0.0053	-0.0007	-0.0099
Si	6.2163	1.8154	11.4397	0.022	-0.0416	0.0082
O	-5.3835	10.1236	16.4335	-0.0103	-0.0084	-0.0094
O	4.7672	4.3094	17.5211	0.0021	-0.0013	-0.008
O	3.1745	4.2388	9.9078	0.1002	0.0003	-0.0385
O	5.3318	3.0744	10.8194	-0.0112	0.0619	-0.0419
O	1.4058	0.8624	15.8125	0.0016	0.0014	0.0049
O	2.7264	14.6968	18.9804	0.0055	0.0087	0.0025
O	-0.3701	2.8129	13.2952	0.0049	-0.0014	-0.0035
O	-0.1731	8.9959	9.2407	0.6143	-0.0027	0.2927
O	2.4365	10.4201	21.2838	0.0014	-0.0001	0.0022
O	0.7937	5.2824	10.5536	0.0369	-0.0389	-0.0094
O	10.0281	-2.9992	14.0185	-0.041	-0.0132	0.0226
O	3.5466	2.3022	16.0634	0.0028	-0.0043	0.0025
O	1.3931	-1.5823	14.9416	0.0109	-0.0067	0.0192
O	-2.5157	5.4182	22.6138	-0.004	-0.0002	0.0057
O	-1.1998	8.5405	18.782	-0.0016	0.0046	-0.0047
O	1.6586	7.8204	16.9912	-0.0019	-0.0015	0.0056
O	8.1448	-1.0521	16.8546	-0.0016	0.0014	0.0108
O	11.101	9.1395	21.1165	-0.0007	0.0003	0.0012
O	2.0107	2.5719	21.1827	0.0066	0.001	0.0044
O	1.7177	8.0296	10.8208	0.1068	-0.0411	0.0507
O	4.8016	5.2919	20.0359	0.0003	0.0013	-0.0025
O	-1.2159	6.9304	20.8777	-0.003	-0.0014	0.0077
O	-1.6341	6.2738	15.9367	0.0019	-0.0187	0.0019
O	-2.6986	9.7082	13.1414	0.0189	-0.0465	-0.0063
O	-0.2214	-0.7053	17.0172	-0.0047	-0.0027	0.0101
O	6.5069	8.6149	11.5525	-0.0041	-0.0086	0.0111
O	4.1507	9.1898	10.5641	0.0466	0.0244	0.0102
O	1.9995	6.8485	14.509	0.0084	-0.0012	0.0098
O	13.2117	12.907	13.6469	0.0027	-0.0022	-0.006
O	5.7242	9.2733	13.9266	-0.0202	-0.0082	0.0099
O	1.0239	7.2508	19.487	-0.0029	0.0064	-0.0009
O	5.8161	11.2418	10.9709	-0.0069	0.0243	0.0001
O	-1.2623	3.6584	15.6784	0.004	0.0019	0.0059
O	10.0208	7.0775	10.9432	-0.0179	-0.1582	0.0146
O	3.4574	4.8229	15.3357	0.0072	-0.0012	0.0002
O	1.4434	2.8549	11.368	0.0048	-0.0168	-0.0068
O	7.5289	7.239	13.8297	0.0023	-0.0036	0.0089
O	8.9768	7.8961	23.2436	0.0039	-0.0098	-0.0009
O	0.3158	2.6282	19.1616	-0.0058	0.0031	0.0062
O	-3.915	11.8935	20.56	-0.0013	0.0018	0.0013
O	3.7804	10.9939	14.6509	0.0012	0.0023	-0.0004
O	5.7845	3.39	15.2349	-0.0025	0.0041	0.0011
O	-1.4752	3.9467	20.7321	-0.0069	-0.0016	0.007
O	-4.2061	4.0317	21.08	0.0093	0.0012	0.0008
O	4.741	-0.4041	20.0605	0.0021	0.0004	0.0071
O	3.2612	6.4016	18.4066	-0.0009	0.0027	-0.0034
O	4.0414	4.1077	22.1916	0.0014	-0.0036	-0.0031
O	6.7499	0.9327	17.9526	-0.0052	0.0008	0.0005
O	2.8396	9.1422	18.9342	-0.0016	-0.0017	0.0012
O	-0.3018	9.4505	11.9173	-0.0088	0.0485	0.3166
O	5.9302	1.8154	13.0462	-0.007	0.0027	-0.0073
O	-0.9638	4.7068	18.1048	0.004	0.011	-0.0064
O	-1.8901	10.9912	19.0688	-0.0003	-0.003	-0.008
O	11.7978	5.0849	16.1152	-0.0132	-0.0026	0.0096
O	7.1215	1.0276	15.3278	-0.0047	0.0059	0.0029
O	-7.1266	8.4487	15.5266	0.0028	0.0079	0.0082
O	-2.9472	3.0529	13.8028	-0.0009	-0.0016	-0.0007
O	13.4394	11.9042	19.1031	0.0034	-0.0058	0.0029
O	8.5447	2.5686	18.8297	-0.0023	-0.0016	0.0039
O	1.5701	4.5106	13.5225	0.0033	-0.0082	0.0001
O	9.2175	4.3683	10.3772	-0.0237	-0.0375	0.0007
O	7.7517	2.1919	10.9891	-0.01	-0.0003	-0.008
O	10.2861	-0.2847	14.3539	0.0046	0.0016	0.0134
O	9.3928	5.2839	13.546	-0.0071	-0.006	0.026

Results
free energy: -133959.280 eV
free energy less fixed offsets of O -568.88, Si -635.61 eV per atom: 2.680 eV

The program warned: the cutoff lies below the one the program advises for these potential files; the exchange-correlation potential is rough where the density is thin.
